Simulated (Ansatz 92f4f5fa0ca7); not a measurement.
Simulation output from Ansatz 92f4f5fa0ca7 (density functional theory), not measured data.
Periodic cell of 186 atoms, Si104O82, from a study of silicon, its oxide and their interface. The atomic structure is a simulated model.

Settings: functional PBE; potential files Ansatz PAW; basis plane waves; wave-function cutoff 700 eV; density cutoff ratio 5; exchange-correlation grid ratio 2; k mesh 2 x 2 x 1, shifted by 0.5 0.5 0.5 of a step; self-consistency stop 5e-08 eV per atom in the density residual; occupations Fermi-Dirac, 0.05 eV; spin none; net charge 0.

Cell vectors (angstrom)
a, 11.5983, 0, 0
b, 0, 11.5983, 0
c, 2.0245, -2.6012, 24.2155

Atoms: element, x, y, z (angstrom)
Si, 2.0402, 3.5096, -1.2717
Si, 2.1089, 6.6001, -0.9364
Si, 2.1791, 9.6182, -1.5805
Si, 5.7903, 3.365, -1.6153
Si, 5.9034, 6.4557, -0.9888
Si, 5.7435, 9.5011, -1.3887
Si, 9.9109, 2.6189, -1.5763
Si, 9.969, 6.9706, -1.4187
Si, 9.431, 10.065, -1.3361
Si, 3.9852, 2.7909, -0.1076
Si, 4.0236, 6.5595, 0.3718
Si, 3.8978, 10.1478, -0.0302
Si, 7.8019, 2.6167, -0.304
Si, 7.9925, 6.4416, 0.0089
Si, 7.5944, 10.2206, 0.0367
Si, 11.7022, 2.9037, -0.051
Si, 11.6857, 6.7013, 0.1986
Si, 11.6719, 10.4084, -0.3778
Si, 3.9968, 4.5385, 1.4636
Si, 3.9682, 8.5187, 1.5929
Si, 3.9349, 12.2509, 1.1562
Si, 7.8753, 4.483, 1.2632
Si, 7.8093, 8.3915, 1.4446
Si, 7.6605, 12.267, 1.1935
Si, 11.6137, 4.7043, 1.416
Si, 11.6677, 8.6991, 1.3778
Si, 11.7084, 12.332, 1.1082
Si, 2.0014, 4.617, 2.7046
Si, 1.9734, 8.5847, 2.8156
Si, 2.008, 12.2531, 2.5778
Si, 5.9741, 4.563, 2.7236
Si, 5.9275, 8.4955, 2.8825
Si, 5.8068, 12.2343, 2.6645
Si, 9.6925, 4.6091, 2.735
Si, 9.7419, 8.5877, 2.7802
Si, 9.6937, 12.2334, 2.5177
Si, 2.0184, 2.6052, 3.8926
Si, 2.0177, 6.568, 3.999
Si, 2.0056, 10.4561, 4.2545
Si, 5.8638, 2.5792, 3.9935
Si, 5.9253, 6.5094, 4.0845
Si, 5.8852, 10.4112, 4.3127
Si, 9.6703, 2.5729, 3.8722
Si, 9.7464, 6.5941, 4.0275
Si, 9.7001, 10.4559, 4.2371
Si, 3.9093, 2.5375, 5.3174
Si, 3.9423, 6.5504, 5.3625
Si, 3.9264, 10.3857, 5.741
Si, 7.8037, 2.5746, 5.3251
Si, 7.851, 6.6105, 5.4355
Si, 7.8147, 10.4289, 5.7702
Si, 11.633, 2.6237, 5.1154
Si, 11.6983, 6.5828, 5.3485
Si, 11.656, 10.4166, 5.6473
Si, 3.9313, 4.5323, 6.4881
Si, 3.9474, 8.241, 7.0206
Si, 3.8883, 12.4643, 7.0203
Si, 7.8027, 4.5767, 6.5216
Si, 7.871, 8.3158, 7.1168
Si, 7.7702, 12.53, 7.0098
Si, 11.6439, 4.5352, 6.4037
Si, 11.7486, 8.29, 6.9938
Si, 11.6213, 12.5605, 6.6955
Si, 1.9518, 4.4462, 7.6818
Si, 2.0333, 7.5392, 8.3695
Si, 1.8125, 13.0052, 8.1381
Si, 5.8485, 4.6311, 7.7992
Si, 5.8701, 7.7011, 8.3458
Si, 5.8226, 13.192, 8.2805
Si, 9.7653, 4.5658, 7.7699
Si, 9.9012, 7.6461, 8.3361
Si, 9.8085, 1.5319, 8.1029
Si, 10.3297, 9.2927, 11.0915
Si, 6.9469, 7.2556, 17.5189
Si, 5.581, 11.9444, 11.2467
Si, 6.1975, 7.9994, 20.4536
Si, 2.9818, 4.4606, 12.2796
Si, 9.2584, 11.2788, 14.732
Si, 5.412, 9.1787, 16.2573
Si, 11.7069, 7.4963, 13.2339
Si, 2.6343, 7.4161, 11.44
Si, -0.0901, 12.0068, 10.3199
Si, 12.8125, 4.5272, 19.8206
Si, 0.7083, 0.0241, 14.4577
Si, 10.9409, 0.6671, 19.9902
Si, 6.8574, 11.0374, 19.8165
Si, 11.3966, 9.4946, 20.7214
Si, 10.2482, 3.067, 18.5331
Si, 5.1564, 2.7277, 13.1811
Si, 12.7141, 7.449, 18.7518
Si, 5.2555, 9.0099, 11.2573
Si, 11.2691, 6.4701, 16.0233
Si, 8.6219, 4.8156, 16.7442
Si, 15.5877, 11.778, 19.9413
Si, 0.8554, 2.3393, 12.4887
Si, 3.1169, 10.5781, 15.5604
Si, 12.0568, 1.3764, 17.2925
Si, 12.274, 4.7948, 13.9378
Si, 14.8029, 9.457, 18.1975
Si, 4.6993, 1.8292, 15.9538
Si, 7.512, 2.3572, 14.9837
Si, 7.6872, 10.1814, 12.3502
Si, 8.0096, 10.0393, 17.139
Si, 14.6102, 2.6522, 18.2891
O, 8.3371, 10.2844, 13.8303
O, 10.7609, 8.2782, 21.5877
O, 2.1243, 5.1297, -1.7621
O, 6.2768, 9.6004, 20.2741
O, 5.5266, 11.8933, 19.3807
O, -0.8297, -0.3884, 14.0652
O, 7.5016, 7.626, 21.3691
O, 14.7552, 10.4464, 19.4748
O, 5.8278, 7.8853, -1.8681
O, 0.0369, 3.3722, 13.4671
O, 5.6151, 2.7159, -3.1366
O, 4.2897, 2.589, 14.5651
O, 12.6981, 3.9349, 21.3416
O, 9.8791, 1.8774, 19.6191
O, 12.4194, 10.2247, 21.803
O, 6.7492, 2.8127, 13.5844
O, 11.9655, 0.5545, 18.7045
O, 11.6797, 1.1186, 21.3918
O, 2.1374, 7.9983, 9.9885
O, 13.2038, 7.8318, 12.6554
O, 2.1051, 3.1476, 11.7791
O, 9.7517, 5.892, 16.2273
O, 12.0999, 5.1483, 15.5175
O, 7.8573, 10.897, 18.5233
O, 5.8256, 3.2245, 8.7246
O, 6.5369, 9.0113, 12.2963
O, 8.2056, 3.7, 15.6227
O, 6.2782, 7.2405, 19.0075
O, 2.3805, 10.0917, 16.9377
O, 9.018, 4.033, 18.1363
O, 9.7846, 3.1354, 8.6699
O, 4.0813, 8.0567, 11.8318
O, 9.8318, 5.983, 8.6889
O, 10.2946, 8.3663, 9.7643
O, 10.1572, 0.5719, 9.4119
O, 5.7654, 8.5081, 9.7906
O, 5.8663, 6.0421, 8.7307
O, 14.2415, 7.9473, 18.4413
O, 4.7612, 9.4041, 17.7397
O, 2.8362, 5.783, 11.3399
O, 7.3713, 5.7418, 17.1675
O, 8.6622, 1.2135, 14.7253
O, 1.3154, 12.1069, 9.467
O, 10.3991, 10.721, 20.2288
O, 13.3767, 2.3016, 17.2906
O, 5.837, 12.4319, 9.7329
O, 9.2534, 10.6548, 16.2622
O, 11.8824, 7.0413, 17.4083
O, 4.5637, 4.0675, 12.4381
O, 6.6779, 10.2041, 16.1836
O, 15.8989, 2.716, 17.2806
O, 4.8634, 1.4721, 12.1763
O, 8.8295, 9.8829, 11.2456
O, 1.9152, 5.8697, 8.5538
O, 4.7019, 10.5601, 11.1853
O, -0.1605, 7.6484, 14.8656
O, 13.8974, 4.8457, 13.7248
O, 10.7213, 2.3068, 17.1546
O, 14.1956, 4.0246, 19.0769
O, 9.4602, 8.4902, -1.8088
O, 3.8849, 0.4009, 15.9017
O, 4.7686, 7.6729, 21.2005
O, 11.4865, 5.8858, 12.9899
O, 5.7511, 5.0349, -1.8886
O, 2.1316, 7.9619, -1.9345
O, 0.548, 0.4366, 16.0103
O, 5.9146, 7.6314, 16.2807
O, 15.5869, 11.6555, 21.5501
O, 8.1423, 8.4233, 17.484
O, 12.7952, 6.1604, 19.7448
O, 11.48, 3.9852, 19.0508
O, 7.0128, 11.6133, 11.9608
O, 14.8165, 1.5051, 19.4139
O, 6.3419, 1.7184, 15.9603
O, 12.0219, 8.7712, 19.4082
O, -0.187, 10.5192, 10.9878
O, 10.6427, 8.4003, 12.4261
O, 1.8955, 3.0355, 8.6178
O, 4.2945, 9.5133, 15.1145
O, 1.3473, 1.1566, 13.4902
O, 1.9285, 10.5217, 14.439
O, -0.1129, 1.6501, 11.3917

Results
free energy: -112760.772 eV
free energy less fixed offsets of O -569.03, Si -635.61 eV per atom: 3.128 eV
pressure: -0.61 GPa
stress xx, yy, zz, yz, xz, xy (GPa, positive in tension): -0.19, 1.64, 0.38, 0.15, -0.05, 0.5

Forces (eV/angstrom), in the order of the atoms: element, x, y, z
Si, 0.0857, 0.1925, -0.2615
Si, 0.0265, -0.0041, -0.5474
Si, 0.0442, -0.1141, -0.234
Si, -0.0385, 0.1436, -0.1888
Si, -0.0352, 0.0647, -0.5015
Si, 0.0775, -0.0172, -0.1854
Si, 0.0622, 0.005, -0.0876
Si, 0.1115, 0.1383, -0.0889
Si, -0.0975, 0.0154, 0.1768
Si, 0.0509, -0.001, -0.0904
Si, 0.0322, -0.0284, -0.1967
Si, 0.1281, 0.0094, -0.2712
Si, -0.0542, 0.1436, -0.1035
Si, 0.0947, 0.1567, -0.245
Si, -0.1729, -0.121, -0.3611
Si, -0.0414, -0.1948, -0.1172
Si, -0.094, -0.0892, -0.2318
Si, 0.007, -0.2052, -0.2529
Si, -0.0382, -0.0366, 0.2931
Si, -0.031, 0.0672, 0.4202
Si, -0.0044, 0.0554, -0.1336
Si, 0.0326, -0.1279, -0.0367
Si, 0.1117, -0.0255, 0.1039
Si, 0.0705, 0.0117, -0.0622
Si, -0.1002, -0.0245, 0.2014
Si, -0.0047, 0.3256, 0.1081
Si, -0.0817, -0.0341, -0.0335
Si, 0.1366, -0.1433, -0.185
Si, 0.0153, -0.0191, -0.0521
Si, -0.0455, 0.0055, 0.001
Si, -0.1241, -0.0795, -0.0671
Si, -0.038, -0.0241, 0.0003
Si, 0.1033, 0.1029, 0.0992
Si, 0.0081, -0.0604, -0.0751
Si, -0.0396, -0.0695, -0.0893
Si, 0.0398, 0.0675, -0.0393
Si, -0.0357, -0.0069, 0.0595
Si, -0.087, 0.1549, 0.2346
Si, 0.0515, -0.0153, -0.0196
Si, 0.0074, -0.1288, 0.0011
Si, -0.0221, 0.1377, 0.1169
Si, 0.0352, -0.0563, -0.071
Si, 0.0387, -0.0212, 0.0177
Si, -0.0419, 0.1246, 0.1132
Si, 0.0119, -0.0329, -0.0653
Si, 0.0075, -0.059, -0.251
Si, -0.0311, 0.0537, -0.3027
Si, -0.0046, -0.0713, 0.1277
Si, -0.0367, -0.115, -0.2811
Si, 0.0119, 0.2328, -0.2318
Si, -0.0195, 0.0056, 0.14
Si, 0.0351, -0.1868, -0.3487
Si, 0.1151, 0.0996, -0.2646
Si, -0.0015, -0.1162, 0.112
Si, -0.0917, 0.0442, 0.1608
Si, -0.0817, -0.01, 0.1129
Si, -0.0105, 0.1178, 0.1571
Si, 0.0687, -0.0063, 0.2171
Si, -0.0301, -0.1378, 0.1504
Si, 0.0917, 0.0705, 0.2023
Si, -0.1533, -0.0073, 0.0701
Si, 0.0051, -0.0471, -0.0422
Si, -0.0502, 0.0188, 0.032
Si, 0.1234, -0.1222, 0.6933
Si, 0.108, -0.2558, 0.4501
Si, -0.1376, 0.2997, 0.4282
Si, 0.0841, -0.01, 0.6183
Si, 0.0288, -0.1176, 0.3482
Si, 0.015, 0.0419, 0.4094
Si, -0.0677, -0.0441, 0.626
Si, -0.0381, -0.2464, 0.0676
Si, -0.0661, 0.1437, 0.3762
Si, -0.2176, 0.0161, 0.3926
Si, 0.0999, 0.0016, -0.2359
Si, 0.023, -0.0558, 0.4481
Si, 0.0985, -0.0304, -0.0749
Si, -0.0239, 0.0866, 0.2927
Si, -0.019, -0.0254, 0.1256
Si, -0.0707, 0.0087, -0.1809
Si, -0.0164, -0.3628, 0.1428
Si, 0.0878, -0.3235, 0.4094
Si, -0.002, 0.2057, 0.117
Si, -0.1031, -0.0419, -0.3588
Si, -0.0372, 0.1053, 0.1479
Si, 0.13, 0.2054, -0.467
Si, -0.0931, -0.0867, -0.2439
Si, 0.0429, 0.0003, -0.1824
Si, -0.0406, -0.0031, -0.2668
Si, -0.0447, 0.1501, 0.0114
Si, 0.0768, -0.1688, -0.3987
Si, -0.0108, 0.0591, 0.3527
Si, 0.0825, -0.1263, -0.0467
Si, 0.0965, -0.0298, -0.0001
Si, -0.0577, 0.0247, -0.3804
Si, 0.0955, 0.1488, 0.252
Si, -0.1209, 0.0799, -0.0486
Si, 0.0476, 0.0691, -0.2065
Si, -0.0049, 0.0112, 0.0784
Si, -0.1173, -0.0074, -0.2293
Si, -0.1294, 0.0428, 0.0079
Si, 0.0057, 0.0249, -0.0277
Si, -0.0305, 0.0086, 0.1325
Si, 0.0273, -0.0118, -0.2234
Si, -0.0845, -0.0324, -0.2398
O, -0.0447, 0.0167, -0.1242
O, 0.1101, -0.014, 0.0728
O, -0.1102, -0.2495, 0.4844
O, 0.0139, 0.0107, 0.0503
O, 0.102, 0.0261, 0.1343
O, 0.0197, 0.0081, -0.0562
O, 0.0849, -0.025, 0.05
O, 0.0672, 0.0305, 0.1225
O, 0.0317, 0.1507, 0.3857
O, 0.0978, -0.0615, -0.1093
O, 0.1404, 0.1737, 0.4177
O, 0.0815, -0.0454, -0.0642
O, -0.0992, -0.0356, 0.4195
O, 0.0021, -0.154, 0.1831
O, -0.1391, 0.2647, 0.1437
O, -0.0013, -0.0468, 0.0268
O, -0.1204, -0.0211, 0.317
O, 0.0291, -0.2321, 0.3626
O, -0.1441, 0.0605, -0.632
O, 0.1159, 0.0713, -0.1813
O, -0.0351, -0.0621, -0.0904
O, -0.0589, -0.0569, 0.0313
O, -0.0711, 0.0225, -0.0353
O, -0.0561, 0.0334, 0.1939
O, 0.0191, -0.2347, -0.5067
O, -0.0673, 0.0195, -0.1669
O, 0.0038, -0.003, 0.0089
O, -0.0245, 0.0327, 0.242
O, 0.0895, -0.0226, 0.113
O, 0.0161, 0.001, -0.0328
O, 0.0258, -0.2571, -0.5161
O, 0.02, 0.0625, -0.1336
O, -0.0111, 0.3806, -0.4319
O, -0.0354, -0.161, -0.1886
O, -0.1004, 0.1497, -0.0918
O, 0.0608, -0.1575, -0.4215
O, -0.0332, 0.2627, -0.5315
O, -0.051, -0.0278, 0.1454
O, -0.0112, 0.0147, 0.0921
O, -0.0298, 0.0719, -0.1359
O, -0.0698, 0.0695, 0.065
O, -0.0293, 0.0069, -0.0033
O, 0.2457, 0.1539, -0.1422
O, -0.0753, -0.1335, 0.0776
O, 0.0651, -0.0024, 0.0981
O, -0.0137, 0.1046, -0.324
O, -0.0777, -0.0023, 0.0446
O, 0.0512, 0.0811, 0.1866
O, -0.0715, -0.0554, -0.0351
O, -0.011, -0.0668, 0.0808
O, 0.0068, -0.0653, 0.0179
O, 0.0158, -0.0911, -0.1469
O, 0.0734, 0.0069, -0.0898
O, -0.0003, 0.4075, -0.2351
O, 0.0236, 0.0012, -0.131
O, 0.0034, 0.0818, -0.0524
O, 0.0106, -0.0547, -0.153
O, 0.0065, 0.0448, 0.177
O, -0.1458, 0.0888, 0.2159
O, 0.1529, -0.0651, 0.1106
O, 0.0494, -0.0094, -0.0151
O, -0.2118, -0.1479, 0.302
O, 0.0531, 0.1, -0.0043
O, 0.1626, -0.328, 0.3455
O, -0.1084, 0.2583, 0.4402
O, 0.0172, -0.018, 0.0348
O, 0.0864, 0.0515, 0.15
O, 0.0026, 0.0355, 0.127
O, -0.0829, -0.0174, 0.0825
O, 0.0209, 0.0605, 0.1459
O, 0.1109, 0.0312, 0.0942
O, 0.0009, -0.013, -0.0979
O, 0.0555, -0.0935, 0.1746
O, 0.0363, -0.0277, -0.0033
O, -0.0879, 0.1997, 0.2025
O, 0.0977, -0.0469, -0.0422
O, -0.0343, 0.1298, -0.307
O, 0.0577, -0.2147, -0.5075
O, 0.0621, 0.0307, 0.0929
O, -0.0172, 0.001, -0.1278
O, -0.0018, 0.0478, -0.0333
O, -0.0351, -0.2958, -0.2891

The program warned: the cutoff lies below the one the program advises for these potential files.
